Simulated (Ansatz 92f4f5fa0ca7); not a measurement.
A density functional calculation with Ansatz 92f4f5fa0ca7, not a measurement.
Periodic cell of 218 atoms, Si134O84, from a study of silicon, its oxide and their interface. The atomic structure is a simulated model.
Doubt: the cutoff is far below the 930 eV that the study's wrapper takes by default for these files, so forces and energies are approximate.
This geometry differs little from another in the collection (a relaxation step or a small displacement).

Settings: functional PBE; potential files Ansatz PAW; basis plane waves; wave-function cutoff 580 eV; density cutoff ratio 5; exchange-correlation grid ratio 1; k mesh 1 x 1 x 1, Gamma-centred; self-consistency stop 5e-08 eV per atom in the density residual; occupations fixed; spin none; net charge 0.

Cell vectors (angstrom)
a 10.938 0 0
b 0 10.938 0
c 0 0 31.5166

Atoms and the computed forces on them: element, x, y, z (angstrom), force x, y, z (eV/angstrom)
Si 0.5622 -0.4731 24.288 0.0071 0.0246 -0.0113
Si 5.9403 -0.4116 24.31 -0.0118 0.0055 -0.0629
Si 2.3333 3.3396 24.0027 0 0.0066 -0.0072
Si 7.5794 3.393 24.1131 -0.0008 0.014 -0.0208
Si 0.6152 5.2111 23.8325 0.0057 -0.0125 0.0019
Si 5.7801 5.0896 23.9742 0.0188 -0.0057 0.0327
Si 2.4704 8.8591 24.2845 -0.0118 -0.0151 0.0016
Si 7.6296 8.7627 24.0436 -0.0107 0.003 0.0278
Si 1.3925 1.4983 25.3149 -0.0094 -0.0234 -0.0091
Si 6.8677 1.4788 25.3853 -0.0027 0.0065 -0.0176
Si 4.087 4.1602 25.3647 -0.0012 0.0089 -0.0148
Si 9.615 4.2443 25.1224 -0.0063 0.0027 -0.008
Si 1.4581 6.9051 25.2887 0.0051 0.0069 -0.0086
Si 6.7815 6.8845 25.2536 -0.0049 -0.0005 -0.0173
Si 4.1679 9.6876 25.6518 -0.0093 -0.0056 -0.0021
Si 9.5604 9.5553 25.3288 0.0015 -0.0059 -0.015
Si 2.6939 0.1341 26.7975 0.0296 0.0317 0.0173
Si 8.2306 0.0342 26.7201 0.003 0.0048 0.006
Si -0.0748 2.7936 26.6527 -0.0014 -0.0058 0.0022
Si 5.4123 2.7371 26.7419 -0.0136 -0.0163 0.0134
Si 2.7453 5.5254 26.7351 0.0037 -0.0023 0.0065
Si 8.2212 5.5294 26.6364 0.0188 0.011 0.0107
Si -0.0232 8.1615 26.6992 -0.0292 -0.0249 0.0141
Si 5.475 8.1474 26.7881 -0.008 0.0027 0.0001
Si 4.1018 1.3673 28.0983 0.0254 0.4055 0.8726
Si 9.5708 1.3673 28.0983 0.1237 0.2776 -0.0099
Si 1.3673 4.1018 28.0983 -0.2074 0.1428 -0.414
Si 6.8362 4.1018 28.0983 0.1235 0.1747 -0.5341
Si 4.1018 6.8362 28.0983 -0.0549 -0.1426 0.6553
Si 9.5708 6.8362 28.0983 -0.0522 -0.1273 0.0518
Si 1.3673 9.5708 28.0983 -0.2649 0.0773 -0.2997
Si 6.8362 9.5708 28.0983 0.2262 0.0288 -0.0899
Si 0 0 29.4656 0.051 -0.0117 -0.0054
Si 5.469 0 29.4656 -0.0533 0.02 -0.0195
Si 2.7345 2.7345 29.4656 0.1671 -0.0524 0.0275
Si 8.2035 2.7345 29.4656 0.0316 -0.0063 -0.0351
Si 0 5.469 29.4656 -0.0674 -0.032 -0.0045
Si 5.469 5.469 29.4656 -0.0263 0.0458 0.0115
Si 2.7345 8.2035 29.4656 0.1216 -0.0078 -0.0206
Si 8.2035 8.2035 29.4656 0.1014 0.0689 0.0073
Si 1.3673 1.3673 30.8328 -0.0301 0.0347 -0.0063
Si 6.8362 1.3673 30.8328 0.0031 -0.0166 -0.0392
Si 4.1018 4.1018 30.8328 -0.0406 0.036 -0.0052
Si 9.5708 4.1018 30.8328 0.023 -0.0041 -0.0228
Si 1.3673 6.8362 30.8328 -0.0386 0.0442 -0.0475
Si 6.8362 6.8362 30.8328 -0.0333 -0.0053 -0.0149
Si 4.1018 9.5708 30.8328 -0.0309 -0.0139 -0.0442
Si 9.5708 9.5708 30.8328 -0.0508 0.0139 0.0058
Si 2.7345 0 0.6835 0.1331 -0.052 0
Si 8.2035 0 0.6835 -0.0255 0.0246 0.0211
Si 0 2.7345 0.6835 -0.0426 -0.0069 -0.0012
Si 5.469 2.7345 0.6835 -0.005 -0.0778 0.0092
Si 2.7345 5.469 0.6835 0.0596 0.034 0.0149
Si 8.2035 5.469 0.6835 0.0638 -0.0222 -0.0087
Si 0 8.2035 0.6835 0.0558 -0.0412 0.017
Si 5.469 8.2035 0.6835 -0.0386 0.0503 0.004
Si 4.1018 1.3673 2.0507 -0.1121 0.0014 0.0046
Si 9.5708 1.3673 2.0507 0.0889 0.024 -0.046
Si 1.3673 4.1018 2.0507 -0.0588 -0.0892 -0.0401
Si 6.8362 4.1018 2.0507 -0.0359 0.1043 0.0217
Si 4.1018 6.8362 2.0507 -0.0225 -0.0308 -0.0389
Si 9.5708 6.8362 2.0507 -0.1347 0.027 0.0104
Si 1.3673 9.5708 2.0507 -0.0657 0.027 0.0392
Si 6.8362 9.5708 2.0507 -0.0008 -0.0623 -0.0625
Si 0 0 3.418 0.0081 0.3148 -0.3533
Si 5.469 0 3.418 0.2075 -0.002 0.3343
Si 2.7345 2.7345 3.418 -0.2647 -0.3667 -0.5592
Si 8.2035 2.7345 3.418 0.4228 -0.0161 0.67
Si 0 5.469 3.418 -0.098 -0.4782 0.4781
Si 5.469 5.469 3.418 -0.0455 0.0576 -0.4819
Si 2.7345 8.2035 3.418 0.0027 -0.3772 0.4511
Si 8.2035 8.2035 3.418 -0.1254 -0.0055 -0.856
Si 1.3637 1.3618 4.7917 0.0014 0.0074 -0.0124
Si 6.899 1.3367 4.8356 -0.0014 -0.0048 -0.0013
Si 4.1119 4.0513 4.6864 -0.0201 -0.0096 -0.0122
Si 9.634 4.0432 4.9449 0.0119 0.0011 -0.0007
Si 1.3709 6.7458 4.8371 -0.0048 -0.0055 0.0002
Si 6.8585 6.8307 4.7129 0.0135 0.0115 -0.0308
Si 4.1291 9.5397 4.7977 -0.0118 0.0013 -0.0112
Si 9.5499 9.5734 4.6843 0.0005 -0.0111 -0.0025
Si 2.6972 -0.0708 6.1023 0.0211 0.0281 0.0123
Si 8.2804 -0.093 6.2006 0.0119 -0.0089 0.014
Si 0.1311 2.5727 6.4575 -0.0136 -0.0175 0.0106
Si 5.4617 2.741 6.0723 -0.0083 0.0189 0.0182
Si 2.7146 5.212 6.1565 0.0156 -0.0033 0.0194
Si 8.1539 5.5153 6.1608 -0.0057 -0.0127 0.018
Si -0.1307 8.1523 6.0179 -0.0009 0.0122 0.014
Si 5.5127 8.1461 6.1201 0.0034 -0.0049 0.0228
Si 3.8555 1.5724 7.3258 -0.0511 -0.0415 -0.0292
Si 10.1741 0.5653 7.5129 0.0151 0.0123 -0.015
Si 2.1215 3.3511 7.6976 0.0207 0.0172 -0.0309
Si 6.2624 4.6291 7.2584 0.0189 -0.0182 0.0433
Si 4.4579 6.3301 7.1973 -0.0157 0.0049 0.0085
Si 9.0179 7.3691 7.388 0.0248 0.0078 0.0255
Si 1.016 9.6989 7.3112 -0.0089 -0.0226 0.0256
Si 7.185 9.164 7.4757 -0.0095 -0.0171 -0.0081
O 6.5367 9.8077 8.9067 0.0015 0.0103 0.007
O 2.1032 3.6629 9.3752 -0.007 -0.0008 0.0337
O 1.5639 8.7008 8.5598 -0.0149 0.0172 -0.0145
O -0.0454 -0.6817 11.1086 0.0038 -0.0042 0.0113
O 9.7486 6.9475 8.8202 -0.0268 0.0029 -0.0003
O 4.6856 0.8071 8.5559 0.025 0.0259 0.0097
O 3.6576 6.7738 8.5874 0.0089 -0.0371 -0.0057
O 9.6411 0.6329 9.1036 0.011 0.0018 0.0349
O 5.3487 -0.229 22.7618 -0.104 -0.074 -0.0079
O 7.5105 3.0101 22.5061 0.0206 -0.0055 0.0016
O 3.0219 2.9978 22.4965 -0.0324 -0.0538 -0.0258
O 5.3036 5.267 22.3669 -0.0215 0.0065 -0.0247
O 7.5727 8.4233 22.4036 0.0141 -0.0029 -0.0333
O 1.6742 3.7847 19.2163 -0.0035 0.0015 0.0045
O 3.2948 8.8476 22.8076 0.0187 0.0378 -0.0134
O 0.1174 -0.2514 22.7244 0.0058 0.0004 0.0261
Si 1.9287 2.7178 10.7236 -0.0023 -0.0144 -0.0128
Si 7.3424 0.9339 14.6547 -0.0024 0.0005 0.0062
Si -7.2418 0.4733 11.8088 0.0106 -0.0038 -0.0127
Si 8.3256 2.5442 21.2087 -0.0169 -0.0018 0.0355
Si -3.5927 11.3417 19.3104 0.0056 -0.004 0.001
Si 9.8343 12.164 17.6935 -0.0062 0.0001 0.0034
Si 6.0707 7.3144 19.0812 0.0046 -0.0041 0.0113
Si 5.0804 10.4011 9.3994 0.037 0.0107 -0.0233
Si 8.1326 4.7814 13.8695 0.0007 -0.0079 0.0098
Si 1.4325 6.6254 21.1566 0.0007 0.0034 0.025
Si 5.3572 5.143 12.595 -0.0076 -0.0103 -0.0093
Si -1.1004 9.9187 14.5259 0.0022 -0.0026 0.0016
Si 9.588 6.4538 10.3521 -0.0092 -0.0128 -0.0315
Si -2.6056 14.1115 16.3286 0.0035 -0.0004 -0.0014
Si 2.8958 8.0429 9.2633 -0.0302 -0.0165 -0.0548
Si 7.1989 4.3615 10.2885 -0.0008 0.0303 -0.0605
Si -0.5747 0.7586 10.5579 0.0027 -0.0018 -0.0372
Si 4.375 5.6223 21.0623 0.0008 0.0125 0.0127
Si 0.9786 5.0765 18.512 0.0019 0.0098 0.0042
Si 1.3787 6.9205 11.7811 0.0064 0 0.0012
Si 0.0272 8.9836 20.147 0.0095 -0.002 0.017
Si 5.0364 6.8249 16.4021 0.0006 -0.0029 0.0064
Si -6.1172 10.034 19.0316 -0.0094 -0.0058 0.0417
Si -2.7467 2.3248 12.1737 0.009 -0.0089 0.0068
Si -2.5236 7.6966 12.7531 0 0.0025 0.0068
Si 4.6388 10.5863 14.3925 -0.0065 -0.0018 0.0076
Si -1.6029 14.6515 18.9038 0.001 0.0005 0.0068
Si 3.2576 3.4058 19.0804 0.0068 -0.0001 0.0041
Si 3.1745 9.4272 16.735 -0.002 -0.0056 -0.0008
Si 2.5183 4.3874 13.2 0.0009 0.0045 0.006
Si 2.9526 4.5215 16.3044 0.0006 0.0037 0.0045
Si 2.6075 1.8497 21.4015 0.0161 -0.0334 0.0722
Si 0.1784 9.5172 17.1533 0.0036 -0.0036 0.0079
Si 3.9999 -0.8225 22.0519 0.0279 0.0953 0.0005
Si 10.852 0.725 21.4588 -0.0042 -0.0095 0.0189
Si 0.9062 -1.0679 12.3909 0.0006 0.0003 -0.0018
Si 8.0596 8.5836 20.8534 0.0046 -0.0079 0.0213
Si -5.3888 7.8286 13.667 -0.0012 0.0062 0.0046
O -4.0687 8.1644 12.8034 -0.0102 -0.0051 0.0063
O 9.6573 8.3791 20.8777 -0.0147 0.004 0.0007
O -4.7974 -0.1059 14.9661 -0.0037 -0.0003 -0.0006
O 7.5084 -3.5308 19.8465 -0.0065 -0.0002 0.0072
O -0.056 8.6845 18.5348 -0.0017 0.0054 -0.0123
O 1.643 3.4545 12.1651 -0.0008 0.0007 -0.0009
O -4.2464 4.1665 8.782 -0.0077 0.036 0.0237
O -3.5866 1.7843 20.1624 0.0046 -0.0008 0.0111
O 10.0562 9.1737 15.9679 -0.0011 0.0002 0.0031
O -0.8066 2.2599 18.926 -0.001 -0.0031 -0.0005
O 1.1575 6.2623 19.59 -0.0028 -0.0122 -0.0135
O 8.4325 0.4328 18.0737 0.0053 0.0026 0.0014
O 3.3586 2.0068 19.9435 0.0014 0.0047 -0.0017
O 5.9586 6.427 17.7071 -0.0026 0.001 -0.003
O 1.9819 5.9057 12.9106 0.0052 -0.0121 0.0048
O 0.2769 10.4726 13.7977 -0.0043 0.0029 0.0066
O 0.6677 1.775 10.3644 0.0048 0.0055 0.0135
O 6.0434 -5.7607 11.1139 0.0228 -0.017 0.0024
O 4.4232 -1.2315 20.5578 -0.0262 0.0597 0.0346
O -1.5039 12.4005 21.6899 -0.0106 0.0164 -0.0083
O 1.7229 5.3265 17.0692 0.0023 -0.0002 -0.0002
O 11.9244 12.8663 21.2943 0.0352 -0.0065 0.0083
O 3.5181 3.4141 17.4373 0.0026 0.0001 -0.0003
O 12.1718 8.2628 21.0099 -0.0122 0.0005 -0.0093
O 3.6016 10.538 15.6285 0.0056 -0.0058 -0.0007
O 3.4423 -0.8114 18.1841 0.0198 0.0014 0.0131
O 0.4563 5.8856 22.2767 0.0019 0.0053 -0.0018
O 4.2098 5.4947 15.9587 -0.0017 -0.0015 0.002
O 4.2086 4.4422 19.9255 -0.0034 -0.002 -0.0003
O 7.3439 2.861 10.899 0.0008 0.0004 0.0034
O 7.1907 -8.7453 15.6967 0.0011 0.0017 0.0031
O 2.396 10.4316 12.0297 -0.0017 -0.0039 -0.0015
O 8.6579 5.104 10.3714 -0.0421 0.0003 -0.0089
O 4.0744 15.0992 12.7252 0.0146 0.0183 -0.0042
O -2.0994 7.6353 11.1884 0.0017 -0.0053 0.0003
O 4.5754 9.1184 13.676 0.0089 -0.0076 0.0012
O 5.0213 6.8461 20.2169 -0.001 -0.0095 0.0108
O -1.578 1.3338 11.6835 -0.0155 0.0071 0.0029
O 4.2183 0.8058 13.3249 0.0022 -0.0036 0.0071
O 5.9873 7.3373 15.1747 0.0023 0.0007 -0.0045
O -2.2445 6.241 13.4424 -0.0003 -0.0052 0.0027
O 9.6889 13.1781 16.4002 -0.0037 0.0044 0.0031
O 5.8005 11.3072 18.7747 -0.015 -0.012 0.0132
O -5.2099 8.7936 18.5199 -0.0099 0.0141 0.0131
O 4.7682 6.6256 12.9159 0.0068 0.0031 0.0024
O 4.9712 10.7653 10.9946 -0.0134 0.0094 0.0544
O 8.8833 3.9053 20.4583 -0.0009 0.0015 -0.002
O -2.8918 3.6419 17.8781 0.0005 -0.0031 -0.001
O -2.433 4.5162 15.4307 0.002 -0.0041 -0.0008
O 7.1803 1.4936 13.1345 -0.0023 -0.0024 0
O 2.9262 6.1487 21.603 0.0063 0.0027 -0.0113
O 3.2549 12.7287 10.9583 -0.0117 -0.0016 0.0097
O -2.1584 11.1254 14.7854 0.0005 -0.0004 -0.0011
O 0.9118 8.2554 12.5819 -0.0123 0.0167 0.0134
O 0.1245 6.1863 11.0081 -0.0022 -0.0031 -0.0048
O -3.2722 10.0651 20.2817 0.0009 0.0084 0.0002
O 0.1081 0.1991 17.4085 0.0022 -0.0058 0.0028
O 3.9298 7.9939 16.6409 -0.0032 0.0106 0.0032
O 0.0381 10.6206 20.208 -0.0033 -0.0022 0.0008
O -1.6986 8.826 13.5184 0.0008 -0.0015 -0.0009
O -9.3241 -1.8328 16.5525 0.0071 0.005 0.0075
O 2.4939 7.4362 10.7134 -0.0065 -0.0144 0.0573
O 2.4137 14.9473 14.8188 -0.0005 0.0009 0.0054
O 3.9672 9.2477 9.2045 0.0136 0.0237 -0.0263
O 8.839 3.5947 12.9879 -0.0079 0.0074 0.0042
O 13.8446 0.3798 22.0106 0.1149 -0.0192 -0.012
O -0.6203 15.8058 18.3253 -0.002 -0.0016 0.0047
O 6.5094 4.7018 13.6691 0.0104 -0.002 -0.0041

Results
free energy: -132955.399 eV
free energy less fixed offsets of O -568.88, Si -635.61 eV per atom: 2.261 eV

The program warned: the cutoff lies below the one the program advises for these potential files; the exchange-correlation potential is rough where the density is thin.
